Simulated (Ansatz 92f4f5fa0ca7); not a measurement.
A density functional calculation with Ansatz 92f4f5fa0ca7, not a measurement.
Periodic cell of 414 atoms, Si266O148, from a study of silicon, its oxide and their interface. The atomic structure is a simulated model.
Doubt: the cutoff is far below the 930 eV that the study's wrapper takes by default for these files, so forces and energies are approximate.
This geometry differs little from another in the collection (a relaxation step or a small displacement).

Settings: functional PBE; potential files Ansatz PAW; basis plane waves; wave-function cutoff 580 eV; density cutoff ratio 5; exchange-correlation grid ratio 1; k mesh 1 x 1 x 1, Gamma-centred; self-consistency stop 5e-08 eV per atom in the density residual; occupations fixed; spin none; net charge 0.

Cell vectors (angstrom)
a	15.4687	0	0
b	0	12.8259	0
c	0	0	36.0776

Atoms and the computed forces on them: element, x, y, z (angstrom), force x, y, z (eV/angstrom)
Si	-0.026	1.162	33.403	0.006	0.006	-0.003
Si	3.887	1.168	33.395	-0.002	0.001	0
Si	7.729	1.171	33.386	-0.001	0.006	0.001
Si	11.593	1.166	33.398	0.002	0.004	-0.006
Si	1.935	7.589	33.413	0.002	0.005	0.002
Si	5.798	7.585	33.41	-0.001	0.009	-0.005
Si	9.682	7.587	33.405	-0.001	0.01	-0.004
Si	13.527	7.589	33.406	0	0.007	-0.004
Si	1.934	5.247	33.811	0.071	0.11	0.238
Si	5.801	5.247	33.811	0.02	0.013	-0.099
Si	9.668	5.247	33.811	-0.018	0.061	0.039
Si	13.535	5.247	33.811	-0.047	0.1	0.025
Si	0	11.66	33.811	-0.093	0.092	0.09
Si	3.867	11.66	33.811	0.018	0.024	-0.085
Si	7.734	11.66	33.811	0.147	0.103	-0.16
Si	11.602	11.66	33.811	-0.074	0.025	-0.256
Si	0	4.664	35.047	0.02	0.033	-0.002
Si	3.867	4.664	35.047	-0.025	0.037	0.013
Si	7.734	4.664	35.047	0.005	0.017	-0.004
Si	11.602	4.664	35.047	0.004	0.011	0.002
Si	1.934	11.077	35.047	-0.005	0.012	-0.027
Si	5.801	11.077	35.047	-0.014	-0.048	-0.063
Si	9.668	11.077	35.047	-0.02	0.021	-0.014
Si	13.535	11.077	35.047	0.032	-0.041	-0.046
Si	0	2.332	35.46	-0.059	0.037	0.023
Si	3.867	2.332	35.46	0.076	0.016	-0.001
Si	7.734	2.332	35.46	-0.021	0.021	-0.055
Si	11.602	2.332	35.46	-0.019	0.03	0.004
Si	1.934	8.745	35.46	0.017	0.023	0.149
Si	5.801	8.745	35.46	-0.04	0.016	0.106
Si	9.668	8.745	35.46	0.057	0.015	0.09
Si	13.535	8.745	35.46	-0.048	0.028	0.103
Si	1.934	1.749	0.619	-0.006	-0.052	-0.041
Si	5.801	1.749	0.619	-0.002	-0.011	-0.003
Si	9.668	1.749	0.619	0.007	-0.029	-0.019
Si	13.535	1.749	0.619	0.007	-0.028	-0.004
Si	0	8.162	0.619	0.001	0.001	0
Si	3.867	8.162	0.619	0.012	0.04	0.021
Si	7.734	8.162	0.619	-0.008	-0.007	-0.011
Si	11.602	8.162	0.619	0.013	0.018	0.024
Si	0	5.83	1.031	-0.019	-0.024	-0.013
Si	3.867	5.83	1.031	0.026	0	0.021
Si	7.734	5.83	1.031	-0.007	-0.006	0.005
Si	11.602	5.83	1.031	-0.008	0.018	0.028
Si	1.934	12.243	1.031	0.012	-0.013	-0.003
Si	5.801	12.243	1.031	0.009	-0.006	-0.01
Si	9.668	12.243	1.031	0.029	-0.023	-0.005
Si	13.535	12.243	1.031	-0.031	-0.026	-0.025
Si	1.934	5.247	2.268	-0.024	0.02	0.041
Si	5.801	5.247	2.268	0.007	0.03	0.051
Si	9.668	5.247	2.268	-0.035	0.016	0.023
Si	13.535	5.247	2.268	0.089	0	-0.021
Si	0	11.66	2.268	-0.041	-0.045	-0.156
Si	3.867	11.66	2.268	0.003	-0.071	-0.208
Si	7.734	11.66	2.268	-0.009	-0.032	-0.1
Si	11.602	11.66	2.268	0.001	-0.075	-0.231
Si	1.934	2.915	2.68	0.004	0.048	0.05
Si	5.801	2.915	2.68	0.006	0.04	0.055
Si	9.668	2.915	2.68	-0.011	0.029	0.039
Si	13.535	2.915	2.68	-0.006	0.061	0.062
Si	0	9.328	2.68	-0.008	0.013	0.037
Si	3.867	9.328	2.68	-0.01	-0.042	-0.007
Si	7.734	9.328	2.68	0.005	-0.004	0.016
Si	11.602	9.328	2.68	-0.007	0.002	0.031
Si	0.31	0.322	26.852	0.004	-0.044	-0.005
Si	3.498	0.435	26.718	0.002	0.001	0.008
Si	8.06	0.593	26.558	-0.012	0.078	0.01
Si	11.233	0.503	26.614	0.016	0.025	0.012
Si	1.594	6.42	26.894	0.001	-0.038	0.023
Si	6.195	6.474	26.951	0.001	-0.022	0.042
Si	9.359	6.513	26.909	0.002	0.001	0.001
Si	13.952	6.443	26.969	0.005	-0.013	0.029
Si	1.885	4.099	27.131	0.009	0.048	0.007
Si	5.819	4.184	27.242	-0.002	0.037	-0.015
Si	9.7	4.204	27.11	0.009	0.03	0.005
Si	13.646	4.171	27.47	0.005	0.031	-0.011
Si	-0.006	10.8	27.081	0.012	0.047	0.01
Si	3.768	10.253	27.326	0.026	0.005	0.031
Si	8.024	10.307	26.606	0.058	-0.08	-0.025
Si	11.725	10.263	27.052	0.001	-0.006	-0.02
Si	0.099	3.544	28.605	-0.001	-0.018	0.003
Si	3.841	3.608	28.419	-0.005	-0.008	0.007
Si	7.786	3.562	28.413	-0.006	-0.02	0.018
Si	11.582	3.616	28.459	-0.003	-0.013	-0.017
Si	1.77	9.968	28.447	-0.023	-0.011	-0.012
Si	5.637	9.761	28.607	-0.132	-0.083	0.042
Si	9.73	9.916	28.243	0.004	-0.015	-0.025
Si	13.626	10.04	28.387	0.014	-0.01	-0.001
Si	0.014	1.253	28.976	-0.006	0.014	0.003
Si	3.84	1.285	28.875	-0.008	-0.014	-0.033
Si	7.755	1.255	28.807	0.007	0.003	-0.018
Si	11.573	1.273	28.827	-0.012	-0.01	-0.024
Si	1.881	7.632	28.91	0.024	-0.013	0.016
Si	5.752	7.491	29.051	0.006	0.022	-0.02
Si	9.648	7.66	28.928	-0.008	-0.02	0.004
Si	13.592	7.716	28.908	-0.007	-0.007	-0.008
Si	1.951	0.621	30.147	0.012	0	-0.002
Si	5.808	0.624	30.012	0	-0.017	0.002
Si	9.662	0.627	30.06	-0.006	0.009	-0.013
Si	13.497	0.63	30.07	0.01	0.01	-0.011
Si	-0.005	7.058	30.188	-0.006	0.003	-0.003
Si	3.781	6.968	30.169	-0.01	0.029	-0.029
Si	7.749	7.03	30.201	0.004	0.01	-0.01
Si	11.62	7.074	30.087	0.005	0.031	-0.014
Si	0.024	4.74	30.609	0.007	0	0
Si	3.815	4.663	30.532	-0.012	-0.016	-0.006
Si	7.758	4.696	30.505	0.003	0.008	-0.019
Si	11.587	4.742	30.521	-0.002	-0.012	0.01
Si	1.922	11.114	30.513	0.003	0.002	-0.011
Si	5.833	11.123	30.505	0.01	0.045	0.012
Si	9.67	11.102	30.363	0.003	0.014	0.019
Si	13.534	11.136	30.483	-0.008	-0.008	-0.006
Si	1.929	4.063	31.797	0.005	-0.003	-0.006
Si	5.801	4.102	31.72	-0.001	-0.013	0.002
Si	9.669	4.092	31.751	0.004	-0.006	-0.001
Si	13.52	4.103	31.745	-0.001	-0.005	-0.001
Si	-0.011	10.539	31.743	0.006	-0.002	0.012
Si	3.875	10.511	31.728	0.002	-0.004	-0.003
Si	7.775	10.531	31.715	-0.006	-0.007	0.009
Si	11.582	10.529	31.691	0.004	-0.004	0.002
Si	1.926	1.742	32.213	0	-0.001	-0.008
Si	5.808	1.76	32.115	0.002	-0.004	-0.008
Si	9.667	1.752	32.151	0	-0.009	-0.004
Si	13.513	1.768	32.15	-0.006	-0.001	-0.005
Si	-0.001	8.217	32.216	-0.005	-0.003	-0.006
Si	3.864	8.185	32.183	-0.003	-0.006	-0.005
Si	7.74	8.207	32.218	0.002	-0.003	-0.016
Si	11.606	8.204	32.158	0.002	-0.007	-0.003
Si	0	2.332	3.917	0.002	-0.012	0.332
Si	3.867	2.332	3.917	-0.004	0	0.261
Si	7.734	2.332	3.917	0.037	-0.04	0.245
Si	11.602	2.332	3.917	-0.024	-0.055	0.272
Si	1.934	8.745	3.917	0.066	-0.143	-0.054
Si	5.801	8.745	3.917	-0.032	-0.102	0.008
Si	9.668	8.745	3.917	-0.002	-0.125	-0.012
Si	13.535	8.745	3.917	0.024	-0.111	0.155
Si	1.929	6.403	4.342	0.001	-0.004	-0.005
Si	5.803	6.407	4.339	0	-0.003	-0.004
Si	9.666	6.404	4.338	0	-0.008	-0.005
Si	13.555	6.405	4.329	0.001	-0.007	-0.005
Si	-0.014	12.819	4.312	0.004	-0.002	0.002
Si	3.866	12.819	4.304	0	-0.001	-0.003
Si	7.732	12.82	4.319	0.001	0	-0.003
Si	11.603	12.816	4.299	-0.005	-0.002	0
Si	0.005	5.804	5.602	-0.004	0.005	-0.003
Si	3.865	5.808	5.568	0	0.002	0
Si	7.731	5.804	5.585	0.002	0	0.001
Si	11.62	5.784	5.528	-0.001	0.006	0
Si	1.927	12.214	5.505	-0.001	0.006	0.003
Si	5.791	12.218	5.533	-0.004	0.007	-0.001
Si	9.679	12.213	5.519	0.004	0.011	0.006
Si	13.52	12.197	5.526	0	0.001	0
Si	-0.007	3.478	6.043	0.003	0.002	-0.007
Si	3.869	3.482	6.029	-0.003	0.004	-0.016
Si	7.738	3.48	6.022	0.001	0.005	-0.016
Si	11.595	3.463	6.037	-0.006	0	-0.015
Si	1.959	9.877	5.981	-0.009	0.003	-0.003
Si	5.802	9.885	5.99	-0.006	0.008	-0.001
Si	9.673	9.878	5.988	0.003	0	-0.005
Si	13.554	9.877	6.015	-0.006	0.009	-0.009
Si	1.94	2.945	7.319	-0.004	-0.004	-0.006
Si	5.812	2.91	7.289	0.001	0.003	-0.001
Si	9.653	2.926	7.326	0.004	0	-0.008
Si	13.522	2.861	7.306	0	0.005	0.003
Si	0.055	9.24	7.223	0.015	0.014	-0.004
Si	3.88	9.276	7.236	0.001	-0.001	0.009
Si	7.733	9.241	7.202	0.003	0.003	0.009
Si	11.598	9.263	7.225	-0.005	0	-0.01
Si	0.011	6.915	7.702	-0.002	-0.019	0.013
Si	3.872	6.943	7.641	0.01	-0.002	0.004
Si	7.744	6.923	7.672	0.017	-0.016	0.005
Si	11.667	6.922	7.573	-0.007	-0.013	-0.002
Si	1.904	13.412	7.518	-0.002	-0.009	0.001
Si	5.768	13.38	7.578	0.007	-0.006	-0.01
Si	9.668	13.391	7.55	-0.008	-0.012	-0.005
Si	13.497	13.333	7.576	-0.002	-0.01	0.004
Si	1.966	6.403	8.954	-0.012	0.005	-0.013
Si	5.787	6.378	8.924	-0.002	0	-0.013
Si	9.761	6.378	8.818	-0.024	-0.002	-0.023
Si	13.527	6.264	8.911	0.011	0.001	0.004
Si	-0.003	12.676	8.677	0.004	-0.009	-0.033
Si	3.794	12.788	8.734	-0.009	-0.011	0.011
Si	7.731	12.664	8.662	0.008	-0.039	-0.016
Si	11.558	12.759	8.809	-0.001	-0.008	-0.002
Si	2.008	4.091	9.471	0.018	0.007	0.009
Si	5.829	4.014	9.424	-0.018	0.004	0
Si	9.732	4.079	9.469	0.033	0.015	-0.006
Si	13.494	3.915	9.466	-0.015	0.001	0.009
Si	0.137	10.396	9.279	0.014	0.008	0.014
Si	3.834	10.514	9.264	0.006	0.003	-0.001
Si	7.691	10.381	9.259	0.002	0.016	-0.014
Si	11.506	10.483	9.261	0.002	0.018	0.019
Si	0.025	3.761	10.743	0.003	-0.033	-0.012
Si	3.951	3.346	10.715	0.005	-0.023	-0.023
Si	7.776	3.828	10.815	-0.019	-0.052	0.02
Si	11.575	3.209	10.795	-0.009	-0.013	-0.024
Si	2.076	9.912	10.733	-0.011	-0.027	-0.029
Si	5.734	10.06	10.569	-0.014	-0.034	-0.012
Si	9.572	9.91	10.603	0.007	-0.033	-0.022
Si	13.549	9.921	10.276	-0.015	-0.023	0.002
Si	0.543	0.971	11.541	0.001	0.012	0.014
Si	3.616	1.037	10.802	0.015	0.009	-0.001
Si	8.342	0.961	11.551	-0.004	-0.001	0.023
Si	11.438	0.859	10.983	-0.013	0.013	0.009
Si	2.283	7.576	11.027	0.017	0.027	-0.012
Si	5.421	7.723	10.878	-0.014	0.032	-0.009
Si	10.077	7.611	10.803	-0.028	0.031	-0.025
Si	13.207	7.666	10.793	-0.001	0.013	-0.027
O	11.645	7.43	11.297	0.051	-0.002	0.015
O	3.889	7.325	11.419	-0.007	-0.002	0.004
O	0.029	6.725	26.422	-0.016	0.006	-0.016
O	7.768	6.73	26.504	-0.001	0.003	-0.012
O	9.66	0.786	26.229	0.014	0.019	-0.009
O	1.887	0.589	26.406	0.006	-0.006	0.003
O	9.935	13.428	11.676	0.026	-0.004	-0.016
O	2.155	13.513	11.536	-0.025	0.006	-0.015
O	4.869	13.373	11.745	-0.007	-0.001	-0.014
O	1.354	7.039	12.3	-0.02	-0.005	0.002
O	8.07	2.538	11.794	0.016	0.022	0.017
O	7.422	12.959	12.604	-0.017	-0.016	0.01
O	15.215	12.821	12.579	-0.008	-0.003	-0.01
O	6.518	7.364	12.04	0.011	0.002	-0.004
O	2.444	10.655	12.203	0.009	0.01	0.042
O	5.806	10.924	12.013	0.001	0.018	0.007
O	-0.232	5.039	11.721	-0.002	0.014	0.004
O	14.178	7.41	12.098	0.011	-0.006	0.011
O	9.227	10.699	12.049	-0.002	0.011	0.03
O	4.289	3.701	12.316	0.002	0.005	0.037
O	11.434	3.611	12.417	0	0.004	0.025
O	13.772	10.705	11.711	0.001	0.002	-0.003
O	12.569	13.055	12.028	0.015	-0.013	-0.009
O	7.463	4.921	12.008	-0.012	0.017	0.001
O	13.789	3.412	26.011	-0.006	-0.005	-0.009
O	9.746	3.57	25.569	0.002	-0.005	-0.031
O	11.931	9.226	25.782	-0.002	-0.004	-0.002
O	8.074	9.603	25.134	0.005	-0.003	-0.015
O	5.306	6.986	25.67	-0.007	0.004	-0.011
O	7.114	1.386	25.476	-0.009	0.002	0.008
O	12.938	6.77	25.724	-0.024	0.007	-0.019
O	3.852	9.173	26.11	0.001	0	0
O	14.77	0.941	25.681	-0.029	0.017	-0.007
O	4.382	1.236	25.595	0.001	-0.005	0.004
O	2.618	6.884	25.695	0.027	0.012	-0.018
O	1.812	3.365	25.63	-0.002	-0.012	-0.048
O	10.279	7.171	25.708	0.023	0.006	-0.004
O	12.133	1.359	25.55	0.009	0.006	-0.002
O	5.687	3.557	25.702	0	-0.018	-0.012
O	-0.069	10.293	25.495	0.002	-0.007	-0.043
Si	1.674	10.467	17.789	0.001	0	0.005
Si	8.576	1.94	21.787	-0.003	0.001	0.005
Si	13.856	11.586	22.157	0.009	0.002	0
Si	5.687	2.061	25.05	0.004	-0.001	0.006
Si	0.804	0.493	22.769	0.005	0.002	0.004
Si	7.915	8.141	14.757	0	-0.017	0.002
Si	11.7	5.654	16.035	-0.002	-0.005	0.01
Si	10.986	10.537	22.283	0.001	-0.004	-0.006
Si	12.85	1.216	15.726	-0.003	0.002	0.006
Si	8.32	11.73	21.495	-0.001	-0.002	-0.007
Si	2.915	8.896	19.928	0.002	0.003	0.001
Si	15.116	12.84	17.278	0	0.003	0.004
Si	0.521	10.616	24.002	0.001	-0.001	0.024
Si	12.834	11.962	19.316	0.002	-0.002	-0.003
Si	-0.131	6.381	12.597	0.011	0.005	0.004
Si	14.484	6.641	15.56	0.006	-0.009	0.005
Si	11.356	3.269	14.012	-0.002	-0.006	-0.003
Si	4.171	3.55	13.941	0.003	-0.001	-0.004
Si	11.168	10.136	17.411	-0.004	0.005	0.007
Si	8.767	6.474	22.596	0.006	0.003	-0.006
Si	4.009	13.247	14.868	0.011	-0.004	0.007
Si	6.293	3.893	16.198	-0.004	-0.003	0.002
Si	1.788	3.345	23.993	0.001	-0.008	0.018
Si	9.108	2.373	15.93	-0.003	0	0.008
Si	1.206	8.542	15.502	0.001	0.001	0.01
Si	2.674	1.349	20.454	0.001	0	0.002
Si	3.675	4.223	17.6	0.003	0.002	0.006
Si	2.419	5.725	19.715	0.002	-0.005	0.002
Si	11.284	1.722	20.327	0.003	0.002	0
Si	3.993	12.561	17.947	0.002	0.004	0
Si	13.76	12.056	12.585	0.006	0.016	0.005
Si	1.078	5.771	22.329	0.004	-0.006	-0.004
Si	7.099	6.021	18.293	-0.003	-0.001	0
Si	15.153	5.06	18.268	0.001	0	-0.003
Si	12.176	11.256	14.948	0.009	0.006	0.002
Si	8.523	9.515	23.575	-0.006	0	0.007
Si	3.28	6.142	15.202	0.002	-0.005	0.013
Si	1.183	2.546	18.239	0.006	-0.002	0.004
Si	3.938	7.776	25.319	-0.011	-0.009	0.001
Si	9.458	10.507	13.663	-0.002	0.001	-0.005
Si	4.953	8.649	15.065	-0.001	0.007	0.005
Si	9.475	7.492	17.252	-0.008	0.001	0.003
Si	2.57	8.503	22.931	0.007	0.007	0.005
Si	2.684	10.594	13.832	0.009	0.011	-0.013
Si	5.49	8.733	18.183	-0.005	0.001	0.003
Si	4.519	3.012	22.443	0.002	-0.011	0.008
Si	8.82	12.024	16.255	-0.002	0.001	0.001
Si	11.498	7.611	21.977	-0.003	-0.002	0.01
Si	11.73	7.718	25.193	-0.006	-0.008	0.005
Si	13.75	5.657	20.965	-0.001	-0.004	-0.003
Si	6.812	4.487	21.04	-0.007	-0.008	-0.005
Si	12.614	3.182	22.662	0.007	-0.006	0.008
Si	7.747	6.417	12.527	-0.015	0.006	0.02
Si	13.598	2.008	25.239	0.004	-0.016	0.009
Si	9.857	3.866	23.968	-0.002	-0.01	0.011
Si	11.476	3.21	17.701	0.001	0	0.006
Si	5.872	12.444	12.635	0.019	0.004	0.001
Si	6.853	11.359	18.599	0	0.001	0.005
O	3.535	5.591	16.713	0	-0.004	-0.005
O	12.865	6.74	15.695	-0.005	0.004	-0.012
O	-0.528	5.69	16.794	0	-0.003	0.002
O	0.388	11.363	17.283	0.001	-0.002	-0.01
O	2.424	3.183	17.368	-0.005	0	-0.006
O	9.95	11.455	21.392	-0.002	0.002	0
O	4.877	8.89	16.677	0.003	-0.001	0
O	0.917	4.643	23.494	-0.002	0.008	-0.007
O	12.563	2.204	14.431	0	-0.003	-0.005
O	13.889	12.678	18.322	-0.006	-0.002	-0.002
O	7.525	3.018	21.159	-0.001	0.006	-0.004
O	8.007	0.42	22.085	0.002	-0.003	-0.002
O	12.217	10.117	16.13	-0.005	-0.004	-0.003
O	6.742	9.74	18.447	0.001	0.006	-0.007
O	13.706	11.352	20.554	-0.004	0	-0.008
O	11.037	10.809	13.882	0.004	0	-0.005
O	11.878	12.729	15.607	-0.002	-0.001	-0.008
O	6.486	8.899	14.578	-0.005	0.002	-0.01
O	10.497	8.675	17.78	0.001	0.001	-0.006
O	12.641	6.83	21.134	0.003	-0.002	-0.004
O	3.307	3.527	23.413	0	0	-0.004
O	3.894	2.023	21.301	-0.007	-0.004	-0.008
O	1.728	9.879	19.33	-0.002	0	-0.002
O	1.649	7.182	22.848	-0.007	-0.002	-0.001
O	6.813	4.91	19.459	0.001	0.001	-0.004
O	11.422	3.926	23.5	0	0.001	-0.004
O	11.768	13.117	19.739	0.004	-0.002	-0.006
O	1.395	9.759	14.418	-0.006	-0.013	-0.003
O	11.553	2.969	19.303	-0.001	0	-0.001
O	12.3	11.437	22.724	-0.001	-0.002	-0.001
O	2.109	5.173	21.211	0.002	0.004	-0.007
O	3.097	4.759	14.32	-0.002	0.007	-0.009
O	5.328	4.252	21.721	0.008	0.007	-0.005
O	3.03	11.319	17.557	-0.001	-0.001	-0.009
O	12.009	10.707	18.679	0.001	0.003	-0.004
O	17.454	7.138	15.17	-0.002	0.006	-0.013
O	14.685	13.011	22.369	-0.005	-0.002	-0.002
O	8.293	8.144	16.332	0.008	-0.001	0.004
O	9.145	2.63	23.161	-0.001	0.001	-0.012
O	1.097	1.959	23.443	-0.004	-0.006	-0.008
O	9.087	8.949	13.964	-0.001	0.008	-0.007
O	11.817	7.622	23.579	-0.001	0.001	-0.028
O	10.105	9.989	23.561	0.006	0.001	-0.007
O	1.16	12.125	23.841	-0.003	0.002	-0.008
O	1.776	0.381	21.439	0.006	0.003	-0.008
O	3.936	8.098	23.726	-0.005	0.002	-0.018
O	9.935	3.088	17.154	0.005	0.001	-0.006
O	5.382	12.63	14.188	-0.014	0.007	0.005
O	9.177	5.337	23.713	-0.002	0.002	-0.01
O	13.324	4.273	21.7	0.001	0.006	-0.005
O	6.891	5.292	16.825	0.004	0.004	-0.005
O	3.636	4.795	19.135	-0.003	0.001	-0.001
O	15.093	8.156	15.631	0.001	0.004	-0.012
O	4.531	7.094	14.732	-0.003	0.002	-0.01
O	8.278	7.939	23.162	-0.001	-0.011	-0.005
O	5.393	12.076	18.611	0.005	-0.003	-0.005
O	5.995	7.212	18.456	0.002	0	-0.005
O	14.005	5.436	19.363	0	0.001	-0.004
O	1.125	5.598	18.758	-0.003	0	-0.006
O	4.005	9.715	14.267	-0.001	-0.005	-0.008
O	11.566	4.708	14.729	0.002	0.011	-0.004
O	9.978	11.169	17.014	0.008	-0.006	-0.004
O	15.284	3.433	18.123	0	0.001	-0.007
O	5.577	3.958	14.711	0.005	0.003	-0.004
O	7.535	11.927	17.236	-0.004	-0.002	-0.001
O	2.978	9.184	21.522	-0.001	0.001	-0.008
O	0.821	1.056	17.699	-0.001	-0.001	-0.009
O	1.64	2.458	19.816	-0.002	0.003	-0.007
O	9.16	13.597	16.127	-0.001	0	-0.009
O	10.328	6.462	16.329	-0.001	0.004	-0.009
O	7.565	5.754	21.762	-0.003	-0.003	-0.001
O	14.4	0.664	15.928	0.004	0	-0.009
O	11.448	9.177	21.475	0	-0.001	-0.002
O	7.55	2.862	16.018	0.004	0	-0.009
O	14.777	10.444	22.902	-0.009	0.001	-0.011
O	13.547	11.487	14.103	-0.01	-0.006	-0.001
O	1.746	9.095	16.922	-0.002	0.002	-0.006
O	4.348	9.213	19.24	-0.001	0	-0.004
O	12.035	4.704	17.336	-0.001	-0.001	-0.006
O	8.634	6.651	18.394	0	-0.001	-0.003
O	8.603	11.421	14.734	0	0.002	-0.002
O	7.836	6.618	14.146	0.003	0.009	0.007
O	13.659	2.451	23.677	-0.008	0.011	-0.025
O	15.12	6.154	21.669	-0.007	-0.001	-0.002
O	10.092	6.813	21.687	0.003	0	-0.001
O	2.708	7.307	19.723	-0.002	-0.002	-0.003
O	12.42	2.069	17.035	-0.005	0.004	-0.004
O	12.057	1.982	21.724	-0.006	-0.005	-0.011
O	7.659	11.649	19.998	-0.005	-0.001	-0.008
O	7.751	10.559	22.535	-0.001	0.008	-0.003
O	5.566	2.193	23.425	-0.008	0.007	-0.023
O	3.306	0.593	19.155	-0.001	0	-0.004
O	15.02	5.997	14.148	-0.01	0.001	0.008
O	1.732	9.582	23.792	0.002	-0.006	-0.009
O	5.08	3.446	17.239	-0.001	0.001	-0.006
O	2.837	12.142	14.418	0	0.003	-0.007
O	9.694	1.702	20.627	0.001	0	-0.005
O	3.74	1.989	14.35	-0.004	-0.001	-0.01
O	4.193	13.328	16.5	-0.003	-0.002	0.005
O	9.88	2.71	14.507	-0.001	0.002	-0.009
O	7.7	11.864	26.31	-0.007	0.005	-0.042
O	-0.106	0.763	10.061	0.005	0.01	0.029
O	6.741	-3.118	27.378	0.019	0.002	-0.033
O	3.943	11.7	26.566	0.008	0.046	-0.018
O	9.189	6.86	11.943	0.012	-0.011	0.01
O	15.701	2.541	11.853	0.005	-0.015	0
O	7.754	0.708	10.064	-0.019	0.033	-0.015
O	11.611	-1.068	26.362	-0.006	-0.011	-0.008

Results
free energy: -253275.172 eV
free energy less fixed offsets of O -568.88, Si -635.61 eV per atom: -8.672 eV

The program warned: the cutoff lies below the one the program advises for these potential files; the exchange-correlation potential is rough where the density is thin.
